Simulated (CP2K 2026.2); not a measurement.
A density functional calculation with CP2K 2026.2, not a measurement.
Periodic cell of 654 atoms, Si398O256, from a study of silicon, its oxide and their interface. The atomic structure is a simulated model.
Doubt: the forces sum to 2.29 eV/angstrom along one axis rather than to zero, so they err by at least 0.0035 eV/angstrom per atom on average; the grid cutoff is modest.

Settings: functional PBE; method Gaussian and plane waves; basis set DZVP-MOLOPT-SR-GTH; pseudopotentials GTH-PBE; grid cutoff 350 Ry, relative cutoff 50 Ry; k points Gamma only; occupations fixed; spin none; net charge 0.

Cell vectors (angstrom)
a	16.4025	0	0
b	0	16.4025	0
c	0	0	42.5783

Atoms: element, x, y, z (angstrom)
Si	0.356	16.157	42.48
Si	2.772	2.897	0.464
Si	0.453	4.914	0.085
Si	2.463	8.369	0.125
Si	0.288	10.694	42.405
Si	2.657	13.906	0.125
Si	5.662	15.962	0.257
Si	7.803	3.095	42.563
Si	5.415	5.176	0.146
Si	7.789	8.342	0.135
Si	5.44	10.412	42.332
Si	7.759	13.761	0.232
Si	10.642	16.275	42.577
Si	13.45	2.721	0.12
Si	11.335	5.22	0.057
Si	13.649	8.39	42.572
Si	11.317	10.605	0.098
Si	13.225	14.53	42.22
Si	1.418	1.256	1.46
Si	4.13	4.146	1.814
Si	1.341	6.716	1.406
Si	4.024	9.508	1.446
Si	1.385	12.26	1.294
Si	4.147	14.88	1.647
Si	6.792	1.369	1.369
Si	9.505	4.165	1.298
Si	6.627	6.82	1.468
Si	9.516	9.542	1.334
Si	6.552	12.109	1.352
Si	9.366	14.977	1.485
Si	12.083	1.323	1.394
Si	15.089	3.928	1.367
Si	12.493	6.759	1.384
Si	15.1	9.657	1.325
Si	12.395	12.438	1.16
Si	14.982	15.125	1.231
Si	16.4	2.618	2.805
Si	2.75	16.329	2.864
Si	16.365	8.169	2.722
Si	2.686	5.53	2.945
Si	16.326	13.623	2.636
Si	2.698	10.936	2.771
Si	5.488	2.646	2.914
Si	8.113	0.012	2.82
Si	5.343	8.171	2.864
Si	8.159	5.504	2.747
Si	5.406	13.452	2.923
Si	8.123	10.906	2.707
Si	10.785	2.736	2.754
Si	13.598	16.401	2.705
Si	10.949	8.138	2.671
Si	13.79	5.4	2.764
Si	10.896	13.607	2.66
Si	13.691	11.031	2.654
Si	1.321	4.054	4.189
Si	4.079	1.308	4.245
Si	1.326	9.541	4.122
Si	4.04	6.86	4.302
Si	1.289	14.964	4.122
Si	3.996	12.209	4.277
Si	6.856	4.095	4.179
Si	9.498	1.363	4.185
Si	6.802	9.536	4.144
Si	9.569	6.835	4.113
Si	6.78	14.967	4.161
Si	9.529	12.268	4.073
Si	12.275	4.079	4.082
Si	14.966	1.316	4.152
Si	12.299	9.584	4.018
Si	15.041	6.827	4.16
Si	12.251	14.992	4.07
Si	15.012	12.317	4.109
Si	16.363	0.007	10.988
Si	2.695	2.734	10.995
Si	16.367	5.47	10.967
Si	2.71	8.213	10.973
Si	16.368	10.955	10.989
Si	2.708	13.683	10.992
Si	5.452	16.395	10.986
Si	8.179	2.717	10.982
Si	5.441	5.462	10.988
Si	8.187	8.213	10.99
Si	5.458	10.945	10.968
Si	8.194	13.669	10.982
Si	10.912	16.393	10.969
Si	13.635	2.726	10.967
Si	10.91	5.465	10.972
Si	13.638	8.219	10.995
Si	10.918	10.955	10.996
Si	13.634	13.685	11.002
Si	1.322	1.373	12.363
Si	4.068	4.103	12.362
Si	1.337	6.844	12.324
Si	4.083	9.592	12.325
Si	1.333	12.328	12.356
Si	4.085	15.043	12.362
Si	6.824	1.348	12.362
Si	9.548	4.089	12.335
Si	6.807	6.842	12.343
Si	9.546	9.592	12.361
Si	6.816	12.312	12.342
Si	9.559	15.039	12.354
Si	12.273	1.357	12.335
Si	15.002	4.094	12.324
Si	12.266	6.836	12.341
Si	15.005	9.6	12.361
Si	12.265	12.336	12.382
Si	15	15.061	12.37
Si	16.353	2.751	13.723
Si	2.707	0.01	13.717
Si	16.399	8.227	13.691
Si	2.689	5.49	13.711
Si	16.38	13.706	13.734
Si	2.738	10.976	13.693
Si	5.449	2.725	13.712
Si	8.202	16.386	13.739
Si	5.444	8.233	13.694
Si	8.18	5.463	13.687
Si	5.473	13.683	13.721
Si	8.18	10.968	13.725
Si	10.902	2.705	13.7
Si	13.634	0.031	13.741
Si	10.915	8.215	13.712
Si	13.626	5.444	13.681
Si	10.922	13.722	13.77
Si	13.65	10.982	13.738
Si	1.313	4.127	15.086
Si	4.074	1.369	15.083
Si	1.375	9.614	15.046
Si	4.056	6.89	15.052
Si	1.356	15.059	15.107
Si	4.095	12.338	15.081
Si	6.841	4.082	15.059
Si	9.577	1.341	15.109
Si	6.811	9.59	15.075
Si	9.527	6.841	15.053
Si	6.854	15.011	15.115
Si	9.524	12.36	15.105
Si	12.263	4.067	15.051
Si	14.968	1.419	15.114
Si	12.29	9.586	15.075
Si	15.01	6.828	14.992
Si	12.293	15.1	15.164
Si	14.99	12.387	15.113
Si	16.37	0.052	16.432
Si	2.714	2.773	16.431
Si	16.3	5.494	16.43
Si	2.723	8.276	16.46
Si	0.014	11.005	16.377
Si	2.758	13.707	16.477
Si	5.455	16.374	16.426
Si	8.173	2.676	16.447
Si	5.469	5.512	16.337
Si	8.186	8.222	16.43
Si	5.466	10.981	16.451
Si	8.204	13.689	16.575
Si	10.96	0.076	16.585
Si	13.578	2.761	16.528
Si	10.864	5.413	16.371
Si	13.68	8.172	16.362
Si	10.931	10.997	16.401
Si	13.676	13.771	16.568
Si	1.307	1.421	17.794
Si	4.147	4.168	17.722
Si	1.275	6.89	17.749
Si	4.102	9.68	17.867
Si	1.33	12.372	17.798
Si	4.169	15.033	17.874
Si	6.803	1.298	17.816
Si	9.538	4.049	17.801
Si	6.79	6.844	17.761
Si	9.596	9.612	17.75
Si	6.817	12.258	17.932
Si	9.604	15.1	17.952
Si	12.252	1.486	18.061
Si	14.888	4.193	17.87
Si	12.29	6.755	17.658
Si	15.122	9.528	17.645
Si	12.247	12.338	17.874
Si	15.056	15.218	17.992
Si	16.339	2.875	19.129
Si	2.77	0.092	19.102
Si	16.341	8.224	19.186
Si	2.748	5.58	18.989
Si	0.121	13.816	19.262
Si	2.586	11.002	19.222
Si	5.472	2.753	19.081
Si	8.171	0.02	19.288
Si	5.54	8.278	19.169
Si	8.11	5.395	19.072
Si	5.457	13.605	19.369
Si	8.315	10.889	19.265
Si	10.835	2.892	19.447
Si	13.736	0.303	19.502
Si	10.944	8.114	18.928
Si	13.427	5.5	19.29
Si	10.962	13.739	19.385
Si	13.698	10.783	18.923
Si	1.569	4.055	20.287
Si	3.829	1.747	20.42
Si	1.513	9.332	20.627
Si	3.846	7.168	20.315
Si	1.688	15.118	20.639
Si	3.635	12.589	20.603
Si	6.934	3.887	20.522
Si	9.169	1.706	20.678
Si	7.354	9.133	20.532
Si	9.557	6.768	20.224
Si	7.141	14.727	20.62
Si	9.421	12.506	20.702
Si	11.765	4.642	20.934
Si	15.062	1.93	20.88
Si	12.505	9.26	20.234
Si	14.634	7.141	20.449
Si	12.88	14.775	20.647
Si	14.816	12.396	20.177
Si	14.291	13.268	22.889
Si	4.65	1.12	23.505
Si	0.645	5.082	25.329
Si	6.28	7.209	24.529
Si	0.21	5.901	22.521
Si	13.843	12.077	25.523
Si	4.496	14.8	24.73
Si	3.291	4.845	28.563
Si	4.868	5.251	22.593
Si	10.665	10.471	22.542
Si	2.744	9.854	27.673
Si	0.867	0.746	22.852
Si	13.401	3.188	23.15
Si	12.588	0.479	24.316
Si	3.207	12.078	23.606
Si	0.455	8.08	26.263
Si	1.262	8.564	23.49
Si	0.26	12.727	24.563
Si	3.346	15.861	27.351
Si	9.816	0.444	23.588
Si	6.927	15.833	23.555
Si	8.503	10.267	26.127
Si	10.525	15.933	28.09
Si	12.528	13.838	27.786
Si	13.188	5.403	29.468
Si	11.014	4.588	27.438
Si	8.009	7.377	26.884
Si	14.233	14.586	30.401
Si	14.813	3.139	26.047
Si	2.758	3.258	23.847
Si	0.333	13.399	29.707
Si	3.184	12.286	29.574
Si	1.99	4.772	34.851
Si	4.029	4.307	36.715
Si	4.869	11	31.901
Si	11.161	7.354	26.802
Si	3.695	7.604	29.496
Si	10.701	1.753	26.073
Si	15.429	0.114	25.245
Si	11.63	9.962	25.434
Si	0.537	14.531	26.952
Si	3.986	9.436	24.958
Si	15.188	9.147	34.764
Si	3.581	2.255	27.88
Si	5.17	15.376	32.686
Si	5.736	3.305	29.43
Si	8.205	11.232	28.832
Si	8.193	5.209	28.926
Si	5.488	2.085	32.209
Si	8.058	14.378	29.38
Si	1.29	3.15	29.686
Si	11.024	11.913	29.654
Si	8.822	6.934	31.193
Si	12.463	0.632	30.467
Si	15.001	12.166	31.715
Si	12.923	6.805	37.307
Si	3.223	14.224	34.908
Si	1.067	7.698	31.081
Si	14.507	2.887	29.195
Si	15.614	11.546	36.69
Si	2.834	3.619	32.315
Si	6.954	12.962	33.048
Si	13.385	7.046	34.196
Si	5.727	12.317	35.71
Si	4.978	14.702	29.613
Si	16.172	6.557	33.843
Si	7.952	9.362	23.302
Si	1.122	9.879	32.996
Si	10.94	10.911	37.044
Si	13.412	9.958	30.435
Si	11.541	7.643	30.004
Si	0.812	11.527	39.506
Si	15.154	7.852	28.846
Si	7.457	0.559	37.695
Si	6.178	4.083	34.479
Si	10.39	6.372	33.892
Si	9.621	13.847	31.81
Si	12.545	15.984	35.575
Si	11.725	2.304	39.185
Si	0.633	5.775	39.668
Si	6.488	8.86	30.327
Si	9.21	4.14	35.628
Si	11.069	0.016	33.069
Si	13.765	0.588	40.438
Si	0.726	12.516	34.027
Si	3.629	6.564	40.456
Si	4.899	9.479	36.859
Si	2.812	15.813	37.688
Si	12.864	13.08	36.675
Si	9.857	1.035	35.637
Si	8.599	12.502	40.041
Si	5.509	6.755	37.949
Si	4.227	6.081	33.411
Si	14.024	1.406	37.535
Si	8.537	6.165	37.94
Si	13.312	4.662	39.321
Si	10.222	13.437	37.993
Si	10.153	8.05	36.465
Si	15.896	3.253	38.565
Si	4.029	1.216	40.877
Si	3.035	13.452	39.648
Si	4.84	1.807	38.114
Si	3.732	10.721	39.496
Si	9.09	1.453	40.202
Si	9.706	7.084	40.605
Si	14.515	7.297	39.749
Si	7.431	14.069	37.771
Si	3.757	9.015	33.976
Si	10.284	10.177	39.886
Si	1.083	0.759	39.666
O	1.504	14.996	42.277
O	0.101	0.168	40.852
O	1.663	3.846	42.251
O	3.915	2.445	41.925
O	14.461	0.643	38.935
O	14.339	8.272	41.04
O	1.28	9.395	42.151
O	4.35	5.528	41.499
O	1.805	13.732	34.239
O	16.311	11.297	40.868
O	2.108	10.528	39.668
O	3.364	13.494	41.254
O	4.643	16.311	41.594
O	6.788	14.942	42.122
O	8.36	2.604	41.088
O	6.61	4.193	42.122
O	8.41	7.347	41.551
O	9.255	6.128	39.384
O	6.684	9.364	41.963
O	4.583	10.538	40.895
O	3.402	14.814	38.845
O	8.379	12.812	41.603
O	9.78	0.408	41.262
O	9.992	13.254	39.593
O	14.25	1.698	41.591
O	12.396	3.961	42.221
O	11.968	3.834	39.699
O	10.84	6.205	41.388
O	12.347	9.359	42.335
O	10.232	8.566	40.133
O	10.892	11.013	41.14
O	13.846	15.433	40.924
O	2.632	2.855	20.727
O	12.826	1.655	23.202
O	4.416	1.327	21.908
O	2.746	13.916	21.022
O	2.85	8.377	20.844
O	13.906	3.57	24.701
O	5.548	5.898	23.925
O	4.426	6.522	21.695
O	3.67	11.804	22.063
O	15.786	13.636	23.5
O	14.629	12.097	21.793
O	4.075	10.957	24.406
O	10.568	5.813	21.214
O	9.754	1.013	22.071
O	8.037	2.83	21.201
O	8.229	13.582	21.16
O	6.985	9.797	22.046
O	8.374	7.814	20.839
O	11.587	5.812	26.503
O	9.49	9.37	22.765
O	6.597	15.445	22.006
O	3.755	13.517	24.099
O	11.582	10.398	23.873
O	9.992	11.924	22.166
O	12.277	4.205	22.483
O	14.528	3.116	21.935
O	16.054	1.021	21.807
O	0.997	13.689	25.644
O	11.618	10.137	21.286
O	0.931	4.726	21.66
O	15.264	6.45	21.813
O	13.548	8.27	21.084
O	11.354	0.055	29.404
O	13.754	13.626	19.825
O	16.181	5.334	23.975
O	1.28	7.094	22.78
O	13.484	13.21	26.631
O	13.448	14.51	22.219
O	1.694	15.976	22.066
O	6.028	4.413	21.802
O	3.537	4.354	22.89
O	0.261	0.039	24.193
O	0.988	9.598	22.23
O	1.033	6.515	26.069
O	11.53	7.794	28.348
O	12.962	10.766	25.975
O	1.559	11.967	23.868
O	4.15	14.894	26.315
O	3.922	16.132	23.976
O	1.957	4.169	24.95
O	8.529	15.862	23.865
O	3.095	9.002	28.98
O	5.257	8.474	24.676
O	15.488	11.818	25.352
O	15.58	8.024	27.268
O	11.633	15.087	27.206
O	1.697	2.123	23.239
O	6.918	6.65	25.921
O	9.791	1.654	24.707
O	10.043	0.844	27.247
O	11.254	16.047	23.808
O	4.03	2.357	24.385
O	13.357	12.645	24.068
O	1.729	4.62	29.051
O	2.697	8.756	24.237
O	3.921	9.625	26.574
O	16.05	12.101	30.435
O	6.259	0.925	23.814
O	6.134	14.761	24.526
O	3.549	6.434	28.337
O	3.896	2.408	32.126
O	2.426	4.25	36.343
O	5.711	9.733	31.412
O	0.149	8.612	24.72
O	5.307	7.854	29.722
O	7.756	8.973	26.8
O	13.985	16.071	24.584
O	1.604	3.342	31.278
O	14.198	3.021	27.569
O	15.385	1.658	25.721
O	15.721	15.536	26.516
O	13.434	1.793	29.806
O	14.217	4.278	30.03
O	9.569	7.276	26.46
O	12.18	6.204	30.471
O	9.157	15.047	28.348
O	12.414	11.09	29.826
O	13.901	13.34	31.407
O	13.569	14.302	28.941
O	3.469	3.805	27.281
O	1.794	15.404	27.479
O	3.641	5.077	32.228
O	2.187	3.536	33.812
O	14.229	10.704	31.659
O	2.686	11.389	28.263
O	4.685	14.887	31.206
O	4.228	3.305	37.977
O	1.416	9.218	26.962
O	4.99	3.702	35.539
O	16.041	4.205	26.264
O	4.401	7.701	33.207
O	14.121	6.58	28.799
O	4.47	4.356	29.632
O	2.61	7.232	30.701
O	7.258	9.985	29.363
O	4.464	13.213	29.142
O	7.872	12.745	29.35
O	7.031	4.074	28.785
O	7.553	7.822	23.702
O	12.206	1.194	25.741
O	7.895	10.388	24.602
O	2.362	2.092	29
O	9.986	7.744	30.407
O	12.156	4.485	28.58
O	11.367	12.846	28.36
O	5.653	0.516	32.554
O	15.888	14.704	30.286
O	1.941	13.291	29.979
O	3.659	11.387	30.86
O	0.04	7.502	29.812
O	15.775	12.688	33.087
O	16.011	9.926	33.606
O	2.136	8.925	33.834
O	5.125	2.147	28.439
O	15.055	10.107	36.09
O	14.454	9.251	29.363
O	6.18	2.567	30.808
O	11.968	6.619	33.52
O	7.653	4.143	35.144
O	10.535	14.913	32.657
O	7.531	7.909	31.136
O	0.086	13.458	28.087
O	3.379	1.019	26.838
O	8.083	11.421	27.192
O	9.762	10.925	29.285
O	9.546	4.792	28.124
O	0.481	5.34	34.663
O	13.779	7.759	38.342
O	11.895	8.376	25.759
O	0.554	6.873	32.424
O	10.86	3.288	26.507
O	13.549	15.925	30.977
O	6.546	14.969	29.215
O	4.068	15.787	28.8
O	12.394	8.749	30.85
O	1.331	16.306	38.267
O	4.257	12.999	35.357
O	0.239	12.141	35.56
O	4.286	10.434	33.336
O	1.62	11.414	33.199
O	3.998	9.018	35.589
O	7.746	6.679	28.328
O	13.716	8.672	34.184
O	16.361	11.273	38.127
O	3.979	15.176	33.805
O	2.538	0.903	40.355
O	6.469	14.516	33.183
O	8.503	0.586	36.442
O	8.055	0.724	39.199
O	3.087	5.964	34.583
O	6.299	1.677	37.388
O	5.919	12.252	31.986
O	10.602	12.838	30.952
O	8.671	14.758	30.841
O	13.435	6.69	35.785
O	16.142	2.652	29.422
O	8.495	5.484	30.501
O	5.719	5.526	33.837
O	1.066	9.302	31.47
O	10.169	4.891	34.539
O	10.152	10.283	26.092
O	9.813	12.085	37.145
O	12.43	16.293	33.986
O	11.53	0.958	31.795
O	14.603	6.226	33.46
O	2.255	6.003	39.724
O	5.836	8.176	37.206
O	4.114	9.739	38.262
O	6.694	12.127	34.418
O	16.084	7.777	34.96
O	11.138	0.165	36.25
O	13.806	0.369	36.293
O	6.245	2.909	33.379
O	15.252	2.492	37.231
O	9.98	7.498	34.97
O	9.36	6.58	32.673
O	6.578	13.288	36.67
O	8.563	12.944	32.708
O	7.391	13.167	39.146
O	8.788	10.887	39.714
O	12.569	2.14	37.783
O	9.899	0.718	34.015
O	14.549	3.6	39.431
O	16.106	7.1	39.346
O	10.127	2.12	39.122
O	13.726	5.931	40.249
O	10.348	9.646	36.245
O	13.046	5.262	37.823
O	12.843	14.36	35.658
O	0.307	4.672	38.473
O	0.516	2.235	39.294
O	3.79	0.707	37.518
O	5.065	1.597	39.701
O	5.64	10.862	36.442
O	0.031	5.357	41.131
O	4.765	6.994	39.375
O	3.207	7.88	41.31
O	14.413	12.648	37.004
O	11.84	13.688	37.851
O	3.97	12.273	39.01
O	1.441	13.055	39.446
O	2.77	15.072	36.244
O	9.881	2.667	35.841
O	11.651	15.036	42.141
O	9.029	14.433	37.453
O	6.929	5.969	38.115
O	4.505	5.817	37.075
O	9.199	4.972	37.04
O	12.224	1.119	40.205
O	11.399	7.382	37.281
O	8.802	7.653	37.288
O	6.695	15.52	37.803
O	11.261	10.434	38.585
O	12.193	11.625	36.251
Si	16.351	16.355	5.505
Si	2.704	2.712	5.556
Si	16.372	5.445	5.541
Si	2.66	8.234	5.591
Si	16.364	10.926	5.486
Si	2.646	13.644	5.555
Si	5.445	16.334	5.565
Si	8.18	2.734	5.571
Si	5.459	5.448	5.55
Si	8.193	8.185	5.505
Si	5.444	10.878	5.561
Si	8.195	13.637	5.494
Si	10.909	16.37	5.479
Si	13.61	2.717	5.499
Si	10.93	5.456	5.484
Si	13.632	8.222	5.459
Si	10.918	10.911	5.438
Si	13.627	13.664	5.475
Si	1.317	1.331	6.884
Si	4.077	4.088	6.91
Si	1.313	6.827	6.917
Si	4.064	9.56	6.941
Si	1.297	12.275	6.906
Si	4.046	14.998	6.913
Si	6.805	1.341	6.904
Si	9.566	4.109	6.889
Si	6.827	6.829	6.895
Si	9.563	9.565	6.853
Si	6.821	12.283	6.879
Si	9.551	15.014	6.864
Si	12.258	1.343	6.865
Si	14.98	4.084	6.877
Si	12.279	6.846	6.848
Si	14.99	9.572	6.858
Si	12.266	12.283	6.834
Si	14.982	15.011	6.875
Si	16.357	2.718	8.239
Si	2.692	16.39	8.266
Si	16.346	8.212	8.254
Si	2.704	5.464	8.262
Si	16.346	13.661	8.26
Si	2.691	10.942	8.275
Si	5.44	2.714	8.268
Si	8.189	16.38	8.246
Si	5.453	8.187	8.267
Si	8.192	5.466	8.261
Si	5.445	13.646	8.253
Si	8.199	10.925	8.238
Si	10.913	2.72	8.243
Si	13.63	16.39	8.236
Si	10.918	8.205	8.237
Si	13.631	5.477	8.235
Si	10.918	13.649	8.227
Si	13.631	10.941	8.233
Si	1.328	4.089	9.609
Si	4.064	1.357	9.633
Si	1.32	9.573	9.624
Si	4.075	6.828	9.624
Si	1.32	15.03	9.627
Si	4.069	12.307	9.627
Si	6.813	4.092	9.622
Si	9.544	1.356	9.608
Si	6.825	9.569	9.611
Si	9.551	6.845	9.617
Si	6.815	15.023	9.614
Si	9.553	12.3	9.609
Si	12.274	4.098	9.602
Si	14.995	1.354	9.606
Si	12.273	9.58	9.617
Si	14.988	6.842	9.617
Si	12.272	15.023	9.604
Si	14.982	12.305	9.627

Results
total energy: -154801.692 eV
total energy less fixed offsets of O -438.35, Si -107.03 eV per atom: 13.848 eV

Forces (eV/angstrom) on atoms 62 to 347 of the 654, counted in the order above; the others are left out for length: element, x, y, z
Si	0.026	-0.039	-0.056
Si	-0.01	0.061	-0.068
Si	0.031	-0.025	0.004
Si	-0.007	0.062	-0.057
Si	-0.067	-0.017	-0.008
Si	0.01	-0.007	-0.073
Si	0	0.056	-0.018
Si	-0.074	0.037	-0.139
Si	-0.005	-0.054	-0.066
Si	0.025	-0.072	-0.093
Si	0.013	-0.058	0.004
Si	-0.006	-0.002	0.004
Si	-0.008	0.01	0.012
Si	-0.014	0.015	-0.012
Si	-0.007	-0.013	0.003
Si	0.003	-0.036	-0.009
Si	0.013	0.001	0.011
Si	-0.009	-0.01	-0.003
Si	-0.007	0.004	0.008
Si	-0.024	0.027	0.004
Si	-0.003	0.004	0.011
Si	-0.018	-0.005	-0.002
Si	-0.001	-0.018	0.001
Si	-0.008	0.009	-0.003
Si	0.025	0.013	0
Si	-0.002	-0.009	-0.011
Si	-0.003	-0.025	-0.007
Si	-0.024	0.011	-0.009
Si	-0.01	-0.013	0.019
Si	0.01	-0.012	-0.007
Si	0.003	-0.018	-0.001
Si	0.044	0.003	-0.013
Si	0.016	0.002	-0.008
Si	0.009	0.008	-0.003
Si	0.002	0.014	0
Si	-0.01	0.034	0.009
Si	0.002	0.034	0.003
Si	-0.01	-0.026	-0.004
Si	0.004	-0.018	-0.003
Si	-0.006	-0.014	-0.014
Si	-0.004	0.002	-0.004
Si	-0.008	-0.004	-0.012
Si	0.001	-0.004	-0.009
Si	-0.003	0.01	-0.005
Si	0.026	0.027	-0.005
Si	0.026	-0.026	0.01
Si	0.022	0.01	0.009
Si	-0.018	0.041	0.035
Si	-0.006	0.002	0
Si	-0.029	-0.015	0.006
Si	-0.038	0.059	0.035
Si	0.025	-0.032	-0.017
Si	-0.014	-0.055	-0.012
Si	-0.002	-0.002	0.004
Si	0.037	-0.042	0.001
Si	-0.02	0.015	-0.002
Si	0.013	-0.004	-0.013
Si	-0.018	-0.034	-0.026
Si	-0.004	0.044	0.01
Si	0.03	0.002	-0.027
Si	-0.036	-0.004	-0.007
Si	0.004	-0.028	0.016
Si	0.033	0.021	-0.022
Si	-0.054	0.031	0.005
Si	-0.011	-0.024	-0.031
Si	0.016	-0.032	0.019
Si	-0.012	-0.026	0.072
Si	0.09	0.046	0.006
Si	-0.02	-0.049	0.013
Si	0.005	0.02	0.038
Si	0.051	0.046	0.034
Si	-0.011	0.037	0.017
Si	-0.039	0.023	0.048
Si	-0.025	-0.039	0.068
Si	0.027	0.017	0.007
Si	-0.018	0.019	0.013
Si	0.025	-0.078	0.012
Si	-0.072	-0.002	0.031
Si	0.053	-0.029	0.059
Si	-0.01	0.074	-0.045
Si	-0.005	-0.005	-0.032
Si	0.078	-0.026	0.079
Si	-0.017	-0.015	0.054
Si	-0.083	-0.038	0.237
Si	-0.056	0.049	0.148
Si	-0.02	0.055	0.086
Si	0.003	0.025	0.163
Si	-0.047	0.052	-0.028
Si	0.033	-0.05	0.026
Si	0.031	0.012	0.022
Si	0.091	0.005	0.059
Si	-0.008	-0.003	0.096
Si	0.007	0.034	0.072
Si	-0.048	0.031	0.053
Si	-0.01	-0.016	0.154
Si	-0.051	-0.074	0.005
Si	0.058	0.023	0.049
Si	0.075	-0.004	0.022
Si	0.036	-0.108	-0.017
Si	0.025	0.05	0.176
Si	-0.093	0.046	0.194
Si	0.018	0.054	-0.068
Si	-0.05	-0.01	-0.128
Si	0.01	-0.028	-0.154
Si	-0.092	-0.072	0.019
Si	0.053	0.147	0.023
Si	-0.049	-0.11	0.02
Si	0.011	-0.044	-0.092
Si	-0.029	-0.005	0.005
Si	-0.045	0.02	-0.069
Si	-0.01	0.089	-0.171
Si	0.106	-0.068	0.069
Si	0.042	-0.067	-0.068
Si	-0.074	0.016	0.079
Si	0.005	0.116	-0.041
Si	-0.036	-0.081	-0.122
Si	0.021	-0.044	-0.065
Si	-0.002	0.051	-0.283
Si	0.045	0.029	-0.226
Si	0.09	-0.034	0.155
Si	-0.085	0.146	0.226
Si	0.004	-0.036	0.335
Si	0.018	-0.017	0.222
Si	-0.094	-0.144	0.381
Si	0.033	-0.11	0.203
Si	-0.09	0.122	0.268
Si	-0.014	0.002	0.183
Si	0.098	0.019	0.166
Si	-0.081	-0.144	0.253
Si	-0.075	0.017	0.082
Si	0.104	0.128	0.115
Si	-0.12	0.024	0.268
Si	0.149	0.075	0.403
Si	0.057	0.186	0.229
Si	0.107	0.05	0.306
Si	0.134	0.032	0.365
Si	-0.13	0.107	0.22
Si	0.119	0.005	-0.059
Si	0.07	-0.056	0.001
Si	0.016	0.21	0.112
Si	0.175	0.081	-0.013
Si	0.287	-0.08	-0.293
Si	0.008	-0.077	0.054
Si	-0.103	-0.048	-0.085
Si	-0.043	-0.056	0.027
Si	-0.22	-0.068	0.016
Si	-0.105	0.012	0.101
Si	-0.032	0.087	0.086
Si	-0.243	0.037	-0.133
Si	-0.203	0.09	-0.318
Si	0.16	-0.146	-0.559
Si	0.069	-0.043	0.038
Si	-0.033	0.116	0.207
Si	-0.229	-0.246	-0.44
Si	0.385	0.081	-0.321
Si	0.031	-0.1	0.34
Si	0.189	-0.064	0.289
Si	0.067	0.102	0.172
Si	-0.143	0.133	0.042
Si	-0.053	-0.027	-0.147
Si	0.12	-0.208	-0.038
Si	0.064	-0.035	-0.054
Si	0.057	0.092	-0.273
Si	0.094	0.052	-0.084
Si	-0.019	0.09	0.073
Si	0.041	-0.022	-0.373
Si	0.081	-0.022	0.153
Si	0.105	0.073	0.109
Si	0.15	-0.136	0.326
Si	0.035	0.085	0.23
Si	0.179	-0.146	-0.193
Si	-0.025	0.157	0.16
Si	0.021	-0.135	0.149
Si	0.031	-0.11	-0.439
Si	-0.309	-0.069	0.231
Si	-0.017	0.078	0.328
Si	0.055	-0.064	-0.191
Si	0.065	0.047	-0.187
Si	0.148	-0.065	-0.192
Si	0.064	0.016	-0.052
Si	-0.041	0.042	-0.124
Si	-0.006	-0.004	-0.171
Si	0	0.023	-0.162
Si	0.254	-0.018	-0.032
Si	0.043	-0.07	0.258
Si	0.025	0.113	-0.266
Si	-0.09	-0.025	-0.289
Si	0.061	0.013	0.348
Si	0.149	-0.075	0.321
Si	-0.046	0.035	0.042
Si	-0.056	0.182	-0.187
Si	-0.03	-0.054	-0.249
Si	-0.003	-0.076	-0.119
Si	-0.071	0.029	0.11
Si	0.06	0.04	0.068
Si	0.056	0.112	-0.217
Si	-0.02	0.031	-0.122
Si	-0.074	-0.013	0.301
Si	-0.122	-0.111	-0.375
Si	-0.11	-0.016	0.14
Si	-0.113	0.017	-0.14
Si	-0.02	-0.028	-0.257
Si	-0.048	0.112	-0.114
Si	-0.096	0.173	0.116
Si	0.056	-0.049	-0.169
Si	-0.08	0.004	-0.278
Si	-0.039	0.013	-0.076
Si	0.138	-0.104	-0.06
Si	0.058	0.069	-0.139
Si	0.042	0.012	-0.037
Si	-0.048	-0.01	0.122
Si	0.171	0.021	0.408
Si	-0.073	-0.014	-0.082
Si	0.223	-0.009	-0.182
Si	-0.091	0.04	0.105
Si	0.022	0.121	0.048
Si	-0.036	-0.018	0.272
Si	-0.193	-0.054	0.244
Si	-0.1	0.073	0.313
Si	-0.107	0.022	-0.158
Si	0.029	-0.044	0.109
Si	-0.205	0.032	0.25
Si	0.113	-0.075	0.11
Si	-0.145	-0.074	0.055
Si	0.038	-0.071	-0.12
Si	-0.072	-0.051	-0.221
Si	0.23	0.14	-0.053
Si	0.099	-0.053	-0.205
Si	-0.211	-0.053	-0.154
Si	-0.08	0.032	0.353
Si	0.054	-0.027	0.336
Si	-0.046	0.073	0.016
Si	0.064	0.096	0.35
Si	0.163	0.002	-0.24
Si	-0.024	0.008	-0.109
Si	0.087	0.033	-0.3
Si	-0.097	-0.016	0.134
Si	-0.041	0.109	0.131
Si	0.176	0.308	-0.197
Si	0.059	0.022	0.259
Si	-0.008	-0.056	-0.058
Si	0.227	-0.022	0.148
Si	0.01	0.191	0.155
Si	-0.185	-0.007	0.162
Si	-0.088	0.003	0.2
Si	-0.001	0.116	-0.242
Si	0.11	-0.094	-0.158
Si	-0.046	-0.089	0.205
Si	0.079	0.238	-0.19
Si	-0.309	0.064	-0.305
Si	0.106	0.031	-0.318
Si	-0.077	0.118	-0.175
Si	0.005	-0.035	0.14
Si	0.06	0.005	-0.158
Si	0.028	0.032	-0.03
Si	-0.062	0.216	-0.103
Si	-0.048	-0.03	-0.286
Si	0.101	0.115	-0.171
Si	-0.039	-0.031	-0.091
Si	-0.01	0.034	0.133
Si	0.018	-0.126	-0.108
Si	0.047	0.189	0.163
Si	0.141	-0.023	0.292
Si	-0.122	0.147	-0.144
Si	-0.121	0.011	-0.277
O	-0.052	-0.047	0.25
O	-0.314	-0.063	0.451
O	-0.147	0.081	0.257
O	0.07	0.125	0.315
O	-0.185	-0.119	0.329
O	0.165	0.171	0.446
O	0.185	0.041	-0.107
O	0.162	0.131	0.203
O	-0.305	0.188	-0.214
O	-0.051	-0.308	0.563
O	0.141	-0.369	-0.119
O	-0.178	0.017	0.226
O	-0.271	0.072	0.111
O	-0.095	0.063	0.694
O	0.181	-0.04	-0.175
O	0.105	-0.353	0.479
O	-0.169	-0.061	-0.078
O	-0.035	0.044	0.121
O	0.034	0.236	0.275
O	0.3	-0.118	0.192
O	0.28	-0.236	0.245
